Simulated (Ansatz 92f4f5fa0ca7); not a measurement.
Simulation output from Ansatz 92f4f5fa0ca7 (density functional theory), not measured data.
Periodic cell of 252 atoms, Si132O88H32, with a vacuum gap, from a study of silicon, its oxide and their interface. The atomic structure is a simulated model.

Settings
functional: r2SCAN
potential files: Ansatz PAW
basis: plane waves
wave-function cutoff: 800 eV
density cutoff ratio: 5
exchange-correlation grid ratio: 1
k mesh: 1 x 1 x 1, shifted by 0.5 0.5 0 of a step
self-consistency stop: 1e-11 eV per atom in the density residual
occupations: fixed
spin: none
net charge: 0
applied field: sawtooth along c, amplitude -0.015 V/angstrom in the program's sign convention, ramp centred at 0.9888 of c and 0.0225 of c wide, no dipole correction

Cell vectors (angstrom)
a, 10.887, 0, 0
b, 0, 10.887, 0
c, 0, 0, 44.4675

Atoms: element, x, y, z (angstrom)
Si, 0.0761, 0.3486, 24.8604
Si, 3.6257, 3.2999, 32.0475
Si, -0.0383, 8.1014, 33.4828
Si, 6.9504, 4.5556, 25.7302
Si, 12.5439, -3.1813, 30.1249
Si, 7.3397, -0.8661, 27.9356
Si, 6.6172, 7.6867, 29.9372
Si, 9.4291, 12.24, 28.6895
Si, 1.7591, 1.6295, 32.3131
Si, 5.3955, 2.5193, 30.4128
Si, 3.7872, 8.9128, 30.2676
Si, 4.4819, 10.022, 32.2851
Si, 6.1601, 0.9811, 32.2036
Si, 10.1035, 4.6391, 32.3133
Si, 7.4128, 7.5443, 32.1524
Si, 7.9808, 10.9512, 33.5094
Si, 0.1076, 2.8145, 33.5143
Si, 2.806, 0.0423, 33.6501
Si, 0.9441, 6.4127, 32.0983
Si, 2.7343, 5.2935, 33.2251
Si, 5.2539, 2.6041, 33.6249
Si, 9.1202, -1.6107, 32.3835
Si, 5.577, 8.3063, 33.4747
Si, 8.2204, 5.6091, 33.3538
Si, 1.4715, 4.1086, 34.8878
Si, 4.0509, 1.3419, 35.1313
Si, 1.3479, 9.4855, 34.7794
Si, 4.1131, 6.7658, 34.5893
Si, 6.7871, 4.1224, 34.6523
Si, 9.4939, 1.4175, 34.7265
Si, 6.7775, 9.5943, 35.0002
Si, 9.5062, 6.83, 34.9258
Si, -0.0378, -0.0026, 36.0975
Si, 2.6922, 2.7551, 36.3463
Si, 0.0283, 5.4439, 36.202
Si, 2.7412, 8.0946, 36.062
Si, 5.4391, -0.0162, 36.3818
Si, 8.1414, 2.7776, 36.0858
Si, 5.4369, 5.4519, 36.0665
Si, 8.1632, 8.202, 36.2718
Si, 1.2876, 1.3175, 37.5398
Si, 4.1252, 4.1323, 37.5639
Si, 1.3959, 6.8104, 37.5272
Si, 4.0231, 9.4338, 37.5356
Si, 6.8447, 1.4253, 37.5574
Si, 9.5232, 4.0595, 37.5
Si, 6.767, 6.7799, 37.5094
Si, 9.5435, 9.569, 37.5669
Si, -0.0531, 2.6698, 6.9277
Si, 2.6828, -0.0499, 6.9055
Si, 0.0181, 8.1699, 6.928
Si, 2.7333, 5.4579, 6.9606
Si, 5.4457, 2.7267, 6.9563
Si, 8.1944, 0.0667, 6.9569
Si, 5.3852, 8.1027, 6.9182
Si, 8.151, 5.4077, 6.887
Si, 1.3752, 3.9943, 8.2272
Si, 4.0484, 1.3175, 8.2683
Si, 1.3538, 9.527, 8.3091
Si, 4.0746, 6.7885, 8.3667
Si, 6.8214, 4.0542, 8.2927
Si, 9.5289, 1.3862, 8.3978
Si, 6.7346, 9.5582, 8.1556
Si, 9.5242, 6.7569, 8.2348
Si, 0.0693, 0.0271, 9.7045
Si, 2.7065, 2.6662, 9.6634
Si, 0, 5.3132, 9.5718
Si, 2.6956, 8.1883, 9.6867
Si, 5.414, -0.042, 9.6185
Si, 8.1284, 2.7407, 9.7429
Si, 5.4557, 5.368, 9.6527
Si, 8.0781, 8.1843, 9.4393
Si, 1.3589, 1.4043, 11.1777
Si, 4.1411, 3.9645, 11.02
Si, 1.3812, 6.6637, 10.882
Si, 5.3602, 8.055, 12.2769
Si, 6.773, 1.2876, 11.022
Si, 9.4798, 4.1202, 11.103
Si, 6.7797, 6.8374, 10.8718
Si, 9.4694, 9.4898, 10.7794
Si, 1.0994, 4.3803, 13.6732
Si, 3.0187, 0.2806, 12.4977
Si, -2.4843, 7.2941, 14.3672
Si, 2.7573, 5.3123, 12.3051
Si, 4.3118, 6.448, 13.6694
Si, 9.5879, 0.9383, 13.6788
Si, -1.5616, 18.3945, 18.9187
Si, 8.5441, 6.0463, 12.1908
Si, -0.1446, 2.7184, 12.5245
Si, 5.3202, 2.4505, 12.4591
Si, 2.9266, 6.4384, 16.528
Si, 10.7013, 7.3144, 13.9642
Si, 6.1998, 4.2712, 14.911
Si, 7.0386, -1.808, 13.4732
Si, 8.1491, 10.7172, 12.223
Si, 10.3133, 7.5887, 11.7544
Si, 0.1547, -0.3478, 30.3327
Si, -3.691, 4.7865, 28.9026
Si, -10.3302, 6.5572, 27.2954
Si, 0.2765, 0.3519, 17.0428
Si, 15.3914, 11.1862, 28.253
Si, 0.293, -5.9728, 23.0838
Si, -14.1994, 17.9841, 23.9801
Si, 9.4067, 8.6373, 25.9605
Si, 8.2048, 4.2757, 16.4955
Si, -0.262, -0.6289, 19.7603
Si, -1.8347, 2.7477, 24.1648
Si, -4.6703, 8.9142, 23.1629
Si, 3.9807, 3.9961, 24.9451
Si, 7.5774, 7.775, 17.283
Si, 17.3459, 21.1148, 16.2164
Si, -13.9573, 11.6064, 20.3762
Si, -6.94, 15.2097, 17.0942
Si, 4.3134, -9.8927, 21.3159
Si, -9.2128, -11.2975, 22.2373
Si, 3.2666, 8.0364, 23.5005
Si, -3.9076, 11.7923, 22.5843
Si, 1.4585, 14.0407, 16.576
Si, -8.4787, 1.8007, 26.4011
Si, -22.9349, 3.7066, 30.2611
Si, 5.4028, -11.7811, 20.385
Si, 4.7151, 3.8058, 20.0348
Si, 1.9141, 17.1746, 25.4592
Si, 7.6821, 3.7614, 19.6269
Si, -6.8415, 9.5586, 11.065
Si, 15.6426, 8.5221, 17.8926
Si, 3.174, -5.804, 22.2965
Si, -10.882, 16.4148, 17.236
Si, 1.1295, 9.9123, 14.6299
Si, -1.959, 5.9284, 21.4295
Si, -13.1611, 23.0276, 15.8384
Si, 11.1678, 14.4097, 27.8966
O, -20.7704, 8.3092, 14.4697
O, -1.5881, 0.0746, 20.3457
O, -0.6341, 7.6357, 26.9404
O, 18.1782, -1.8993, 29.1968
O, 5.502, 3.8825, 25.4607
O, 3.1786, 13.5151, 25.2461
O, -2.9286, -8.7268, 19.6041
O, -22.9982, -0.7212, 31.0948
O, 17.1519, 25.5295, 29.7677
O, 10.41, 5.9171, 22.0752
O, 11.7568, 9.1292, 30.1005
O, 12.5491, -6.3978, 22.3293
O, -7.386, 11.7795, 27.1516
O, 14.3339, 18.5713, 17.4559
O, -6.3676, 9.0758, 19.3891
O, -11.134, -10.5897, 28.9041
O, -4.611, 25.7472, 20.3982
O, -5.2136, -5.2743, 14.1241
O, -6.656, -8.6124, 20.2975
O, 7.6511, 20.2274, 16.8684
O, -0.7014, 19.7607, 19.0502
O, -10.3045, 4.0633, 17.5956
O, 4.6644, 4.3182, 18.5208
O, 19.6063, 4.6592, 29.4119
O, 6.9479, -4.8268, 25.0907
O, -4.0951, 17.2161, 29.088
O, 22.0576, 5.7471, 14.0573
O, -14.1, 6.9688, 15.847
O, 1.3087, 11.6917, 25.7896
O, 5.8205, 10.4911, 27.5816
O, -1.7459, 23.9443, 30.085
O, -5.8025, 31.6326, 16.9979
O, -0.5502, -22.7995, 25.4473
O, -3.833, 0.852, 16.1829
O, -26.6025, 29.299, 17.8486
O, -20.9803, 34.3911, 16.4101
O, -3.7723, 4.5142, 27.329
O, -6.7302, -9.501, 12.9724
O, 18.6229, 4.3575, 18.0912
O, 12.5558, 2.89, 27.3638
O, 8.7206, 4.5486, 20.5972
O, 14.3603, 17.7012, 15.032
O, 3.1562, -16.5428, 25.6224
O, -20.4987, -4.5202, 16.62
O, 7.9314, 2.0523, 23.2183
O, 14.9419, -6.6448, 23.3546
O, 15.6205, 30.4347, 23.8143
O, 7.9228, 6.1643, 22.6814
O, 24.7111, 3.0471, 17.1758
O, 11.6918, 20.9644, 20.9425
O, 2.5302, 7.6873, 24.8996
O, 10.3779, -4.5577, 18.533
O, 1.6253, 14.7059, 15.1115
O, 15.9335, -6.9644, 15.9832
O, 5.9588, -1.9158, 21.5438
O, -1.9978, -3.1031, 24.6742
O, 0.4916, 0.2574, 18.6296
O, 10.1795, 14.5556, 23.418
O, 2.4565, -0.4235, 13.8769
O, -5.9614, 12.445, 29.1867
O, 8.1045, -1.6382, 26.73
O, -12.1998, 0.3076, 16.7541
O, -11.8376, -19.3033, 27.6054
O, -5.4812, -9.4907, 22.4887
O, 8.7346, -3.7266, 20.3938
O, 10.7473, -21.9877, 13.9795
O, 12.0067, -0.7682, 16.2402
O, -1.0452, 1.5186, 24.8609
O, -19.3647, -1.7568, 22.7084
O, -14.8556, 10.3868, 23.4744
O, 0.3114, -7.2006, 29.5185
O, 14.6816, 37.4998, 20.847
O, 17.0895, -1.0898, 14.6925
O, 17.6129, 10.6292, 19.609
O, 8.7994, 13.6743, 16.2802
O, 11.5352, 0.1312, 23.3618
O, 11.6716, 5.6814, 24.4262
O, 11.994, 22.5092, 31.072
O, -2.6866, -18.0716, 25.1504
O, 14.1754, -4.2211, 22.6292
O, -1.3368, 5.2372, 16.3299
O, -4.7291, 13.9729, 13.7512
O, -8.0678, 11.5892, 21.9061
O, 3.7025, -0.8317, 29.0903
O, 1.252, -14.8426, 28.7278
O, 26.7807, 7.8882, 29.9377
O, -0.0158, -5.8778, 27.3178
O, -2.7661, 11.4113, 28.2569
H, 2.1176, 0.504, 38.4723
H, 0.4694, 2.1428, 38.4723
H, 3.2836, 4.9338, 38.4964
H, 4.921, 3.2852, 38.4964
H, 0.5686, 7.6267, 38.4597
H, 2.2131, 5.984, 38.4597
H, 4.8543, 8.6215, 38.468
H, 3.2204, 10.2742, 38.468
H, 7.6638, 0.6008, 38.4898
H, 5.9938, 2.2169, 38.4898
H, 8.6942, 4.874, 38.4324
H, 10.3206, 3.214, 38.4324
H, 7.5923, 5.9616, 38.4418
H, 5.9275, 7.5836, 38.4418
H, 8.7324, 10.4014, 38.4994
H, 10.354, 8.7361, 38.4994
H, -0.8505, 3.5153, 5.9952
H, 0.7652, 1.8445, 5.9952
H, 3.4855, -0.8904, 5.9731
H, 1.8528, 0.7636, 5.9731
H, -0.7925, 9.0028, 5.9956
H, 0.8454, 7.3536, 5.9956
H, 1.9161, 6.2843, 6.0281
H, 3.5749, 4.6564, 6.0281
H, 4.65, 3.5737, 6.0238
H, 6.2967, 1.9351, 6.0238
H, 7.3753, 0.8912, 6.0245
H, 9.0054, -0.7657, 6.0245
H, 4.554, 8.915, 5.9857
H, 6.2247, 7.2991, 5.9857
H, 7.3257, 6.226, 5.9545
H, 8.98, 4.5931, 5.9545

Results
free energy: -135118.685 eV
free energy less fixed offsets of H -15.71, O -570.45, Si -639.56 eV per atom: 5.555 eV

Forces (eV/angstrom), in the order of the atoms: element, x, y, z
Si, -0.0013, 0.003, -0.0534
Si, 0.0046, 0.0086, -0.0057
Si, -0.0408, -0.0349, 0.0041
Si, 0.002, 0.0061, -0.0882
Si, -0.0021, -0.0096, -0.035
Si, 0.0112, 0.0018, -0.0525
Si, -0.002, -0.0015, -0.043
Si, -0.0028, 0.0029, -0.0428
Si, -0.0134, -0.0101, -0.0192
Si, 0.0086, 0.0033, -0.0418
Si, -0.004, 0.0043, -0.0244
Si, -0.0105, -0.0083, -0.0046
Si, 0.0075, 0.0141, -0.0081
Si, -0.0167, -0.0101, -0.009
Si, -0.0026, -0.012, -0.0007
Si, -0.039, -0.0378, 0.0032
Si, 0.0339, 0.0253, 0.0021
Si, 0.0428, 0.0578, 0.0089
Si, 0.0106, 0.014, 0
Si, -0.035, -0.0279, -0.0009
Si, -0.0414, -0.046, 0.0168
Si, 0.0224, 0.006, -0.0053
Si, 0.0313, 0.041, 0.0195
Si, 0.0372, 0.0313, 0.0118
Si, -0.0117, -0.031, 0.0087
Si, 0.0124, 0.0043, -0.01
Si, 0.0237, 0.02, 0.0461
Si, 0.0046, 0.0041, 0.0453
Si, -0.0139, -0.0148, 0.0247
Si, 0.0184, 0.0107, 0.0319
Si, -0.0065, 0.0065, -0.0036
Si, 0.0055, 0.0144, -0.0011
Si, -0.0309, 0.0159, 0.2096
Si, 0.012, -0.0031, 0.1351
Si, -0.0039, 0.0055, 0.1318
Si, -0.0097, -0.0193, 0.2046
Si, -0.0419, 0.0434, 0.1395
Si, 0.0159, 0.0049, 0.2028
Si, 0.0022, 0.0137, 0.2104
Si, 0.0117, -0.0427, 0.1441
Si, 0.0838, 0.3171, 0.416
Si, -0.1653, -0.1437, 0.2678
Si, -0.0755, -0.1392, 0.1578
Si, 0.2895, 0.12, 0.4833
Si, -0.2015, -0.1336, 0.3778
Si, -0.0037, 0.17, 0.2092
Si, 0.0678, 0.1335, 0.214
Si, -0.0921, -0.1047, 0.3
Si, 0.3615, 0.0673, -0.3349
Si, 0.2256, 0.1703, -0.3063
Si, -0.214, -0.1283, -0.2388
Si, -0.131, -0.1922, -0.2246
Si, -0.1242, -0.2255, -0.3035
Si, -0.2471, -0.1784, -0.2941
Si, 0.0796, 0.2921, -0.4466
Si, 0.1379, -0.0056, -0.3048
Si, 0.0036, -0.0165, -0.1219
Si, -0.0054, 0.0166, -0.1452
Si, -0.0014, -0.0084, -0.2244
Si, 0.0004, -0.0112, -0.1954
Si, -0.0026, 0.0088, -0.2123
Si, 0.0073, -0.0224, -0.2088
Si, 0.0006, 0.0107, -0.1284
Si, 0.0242, -0.0002, -0.1297
Si, -0.007, -0.004, -0.0392
Si, -0.0019, 0.02, -0.0196
Si, -0.0013, -0.0014, -0.0213
Si, -0.0084, -0.0135, -0.0306
Si, 0.0155, -0.0136, -0.0298
Si, -0.0077, 0.0027, -0.03
Si, -0.0073, -0.0017, -0.0192
Si, -0.0292, -0.0168, -0.0166
Si, 0.0149, 0.0215, -0.0013
Si, -0.0292, -0.0107, -0.0072
Si, -0.0254, -0.019, -0.0013
Si, -0.0159, -0.0235, 0.0152
Si, -0.0167, -0.0247, -0.0082
Si, 0.0274, 0.0289, -0.008
Si, 0.0376, 0.0309, -0.0018
Si, -0.0218, -0.0354, -0.0015
Si, 0.0003, 0.0117, -0.0379
Si, -0.0197, -0.0063, -0.0135
Si, 0.0154, -0.0141, -0.0324
Si, 0.0171, 0.0167, 0.0174
Si, -0.0036, 0.0026, -0.042
Si, -0.0092, 0.0056, -0.0134
Si, 0.002, -0.0055, -0.0551
Si, 0.0038, 0.0095, 0.0053
Si, -0.0129, -0.0202, 0.0166
Si, 0.0082, 0.0113, -0.0207
Si, -0.0002, 0.0006, -0.0544
Si, -0.0102, 0.0226, -0.0347
Si, 0.0035, 0.0134, -0.0441
Si, 0.0024, -0.0058, -0.0156
Si, 0.0101, 0.0152, 0.0225
Si, -0.0101, -0.0038, 0.0241
Si, 0.0003, 0.008, -0.0378
Si, 0.0056, -0.0029, -0.064
Si, -0.0118, 0.0012, -0.0508
Si, -0.0069, -0.001, -0.0783
Si, -0.0055, 0.0033, -0.0535
Si, -0.008, 0.0084, -0.0544
Si, -0.004, -0.0031, -0.0568
Si, 0.0031, -0.003, -0.0537
Si, 0.0032, -0.0024, -0.0541
Si, -0.0043, -0.0006, -0.0745
Si, -0.0054, -0.0038, -0.0595
Si, 0.0024, 0.0106, -0.0535
Si, 0.0035, 0.0099, -0.0325
Si, 0.0018, -0.0086, -0.0578
Si, 0.0076, 0.0052, -0.0613
Si, 0.0127, 0.0036, -0.0439
Si, -0.0055, -0.0012, -0.058
Si, 0.0036, 0.0091, -0.036
Si, -0.0003, 0.0013, -0.0673
Si, 0.0078, 0.0079, -0.0497
Si, -0.0097, -0.0016, -0.0464
Si, -0.0035, 0.0021, -0.0497
Si, -0.0057, 0.0036, -0.0549
Si, -0.0008, -0.0025, -0.0289
Si, -0.0092, -0.0068, -0.055
Si, 0.0168, 0.0075, -0.0716
Si, 0.0062, 0.0014, -0.0445
Si, 0, 0.0103, -0.0803
Si, 0.0294, 0.0131, -0.0107
Si, -0.0004, -0.0124, -0.0655
Si, 0.0096, -0.0014, -0.0659
Si, 0.0042, -0.0112, -0.0581
Si, 0.0004, -0.0202, -0.0484
Si, -0.0058, 0.0035, -0.0777
Si, 0.0054, 0.0053, -0.0525
Si, 0.0109, 0.0026, -0.017
O, 0.0159, 0.015, 0.0176
O, -0.0098, 0.0013, 0.0234
O, 0.0097, -0.0095, 0.0296
O, -0.0048, -0.017, 0.0288
O, 0.0064, 0.0022, 0.0222
O, -0.0089, -0.0129, 0.0291
O, -0.003, -0.0157, 0.0306
O, -0.0114, -0.0039, 0.0306
O, -0.0043, -0.0063, 0.0209
O, 0.0171, -0.0094, 0.0273
O, -0.0031, 0.0012, 0.0126
O, -0.0095, 0.0035, 0.0227
O, 0.0166, -0.0106, 0.0253
O, 0.0117, 0.0174, 0.0274
O, 0.0065, 0.0213, 0.0508
O, 0.0027, -0.0074, 0.0158
O, -0.0071, -0.0017, 0.0263
O, 0.0111, -0.0185, 0.0278
O, -0.0025, -0.0163, 0.0202
O, 0.0029, -0.0067, 0.0258
O, 0.0072, 0.0124, 0.0273
O, -0.0037, 0.0036, 0.0122
O, 0.0072, -0.0117, 0.0594
O, 0.0049, -0.0011, 0.0231
O, -0.0015, -0.0163, 0.032
O, -0.0012, 0.0116, 0.0162
O, -0.0013, -0.0215, 0.0257
O, -0.0105, 0.0113, 0.0644
O, 0.0138, 0.008, 0.0249
O, -0.0031, 0.0006, 0.0169
O, -0.0017, 0.0053, 0.0196
O, -0.0102, -0.0084, 0.0312
O, -0.0051, -0.0072, 0.0229
O, -0.009, -0.0024, 0.028
O, -0.0084, 0.0034, 0.0209
O, 0.0015, -0.0031, 0.0239
O, 0.0018, 0.003, 0.0356
O, 0.0003, -0.0051, -0.0017
O, -0.0054, -0.0098, 0.0687
O, -0.0104, 0.0067, 0.0223
O, 0.0082, 0.0122, 0.0346
O, -0.013, -0.0026, 0.0589
O, -0.0033, 0.0018, 0.0178
O, -0.003, -0.003, 0.0221
O, 0.017, 0.017, 0.0335
O, 0.0069, -0.0067, 0.0465
O, -0.0075, -0.0033, 0.0204
O, -0.0104, 0.013, 0.0465
O, 0.003, -0.0013, 0.0184
O, 0.0183, 0.0029, 0.0422
O, -0.014, -0.0092, 0.0332
O, -0.0094, 0.0131, 0.0344
O, 0.0058, -0.0087, 0.0393
O, -0.0218, 0.0013, 0.0358
O, 0.009, -0.0135, 0.0426
O, 0.0139, 0.011, 0.031
O, -0.0045, -0.0105, 0.0444
O, -0.0039, -0.0051, 0.019
O, -0.0021, -0.0046, 0.0209
O, 0.0038, 0.0106, 0.0277
O, -0.0162, 0.0109, 0.0375
O, 0.0173, -0.0013, 0.0346
O, -0.003, -0.0024, 0.0193
O, 0.0075, 0.0048, 0.0201
O, -0.0025, -0.0134, 0.052
O, 0.0097, -0.0065, 0.017
O, -0.008, 0.0159, 0.0366
O, 0.008, -0.008, 0.0152
O, 0.0071, -0.0116, 0.0256
O, 0.0009, -0.0103, 0.0241
O, -0.0073, 0.0071, 0.0461
O, -0.0146, 0.0094, 0.038
O, -0.0036, 0.0139, 0.0389
O, -0.0045, 0.0066, 0.0353
O, -0.003, 0.0087, 0.025
O, -0.0133, 0.0073, 0.0433
O, 0.0092, 0.0141, 0.0398
O, 0.0007, 0.0024, 0.0161
O, -0.0089, 0.0091, 0.0268
O, 0.0005, 0.0103, 0.022
O, 0.0093, 0.0003, 0.0277
O, 0.0068, 0.0132, 0.0289
O, -0.0112, -0.0038, 0.0184
O, -0.0038, -0.011, 0.021
O, 0.0154, 0.0116, 0.0511
O, 0.0039, -0.0028, 0.0155
O, -0.0019, -0.0077, 0.0165
O, 0.0041, 0.006, 0.0154
H, -0.3068, 0.1644, -0.2928
H, 0.1894, -0.5188, -0.1791
H, 0.5066, -0.1284, -0.2372
H, -0.1562, 0.4508, -0.2765
H, 0.3567, -0.134, -0.3142
H, -0.3059, 0.3504, -0.2686
H, -0.4913, 0.2048, -0.1867
H, 0.0397, -0.4389, -0.2626
H, -0.103, 0.4828, -0.2566
H, 0.4548, -0.1804, -0.239
H, 0.3083, -0.2425, -0.2566
H, -0.3778, 0.2731, -0.2958
H, -0.3511, 0.1755, -0.2865
H, 0.2862, -0.3826, -0.2601
H, 0.3457, -0.2608, -0.2651
H, -0.1427, 0.3637, -0.2735
H, 0.2787, -0.3274, 0.3109
H, -0.4466, 0.136, 0.2336
H, -0.2766, 0.3109, 0.2684
H, 0.269, -0.2759, 0.2784
H, 0.2365, -0.2804, 0.273
H, -0.2492, 0.3851, 0.2644
H, 0.2968, -0.3255, 0.2819
H, -0.2361, 0.3604, 0.2434
H, 0.2692, -0.2991, 0.2752
H, -0.4064, 0.2325, 0.2252
H, 0.4879, -0.1653, 0.2207
H, -0.1878, 0.3175, 0.2847
H, 0.1602, -0.4634, 0.2166
H, -0.3301, 0.2364, 0.2928
H, 0.257, -0.3037, 0.2973
H, -0.3791, 0.2734, 0.2394

The program warned: the cutoff lies below the one the program advises for these potential files; the forces do not sum to zero within the program's tolerance; empty levels may hold ghost states of the PAW files; the exchange-correlation potential is rough where the density is thin.
